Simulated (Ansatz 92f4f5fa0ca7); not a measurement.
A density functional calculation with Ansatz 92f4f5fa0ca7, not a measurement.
Periodic cell of 220 atoms, Si132O88, from a study of silicon, its oxide and their interface. The atomic structure is a simulated model.
Doubt: the cutoff is far below the 930 eV that the study's wrapper takes by default for these files, so forces and energies are approximate.
This geometry differs little from another in the collection (a relaxation step or a small displacement).

Settings
functional: PBE
potential files: Ansatz PAW
basis: plane waves
wave-function cutoff: 580 eV
density cutoff ratio: 5
exchange-correlation grid ratio: 1
k mesh: 1 x 1 x 1, Gamma-centred
self-consistency stop: 5e-08 eV per atom in the density residual
occupations: fixed
spin: none
net charge: 0

Cell vectors (angstrom)
a	10.938	0	0
b	0	10.938	0
c	0	0	31.9956

Atoms and the computed forces on them: element, x, y, z (angstrom), force x, y, z (eV/angstrom)
Si	-0.1036	0.2406	24.6537	-0.0152	0.0351	-0.0356
Si	5.8452	-0.2904	24.2902	0.0272	-0.0208	-0.0254
Si	2.5133	2.955	24.762	-0.0138	0.0101	-0.0465
Si	8.5547	2.4462	24.4942	0.0333	-0.0325	-0.0532
Si	0.3653	5.2422	24.5755	0.0351	-0.0339	-0.0426
Si	5.1794	5.948	24.3352	-0.004	0.0079	-0.0213
Si	2.7869	8.0686	24.5184	0.0272	-0.0289	-0.0145
Si	8.1253	8.4361	24.6207	-0.0079	0.029	-0.016
Si	1.3629	1.4106	26.0405	-0.0035	0.0014	-0.0247
Si	6.856	1.3546	25.7282	0.006	0.0017	-0.0198
Si	4.2	4.213	25.7663	-0.0005	0.0145	-0.0321
Si	9.59	4.1294	25.7946	0.0028	0.0062	-0.0362
Si	1.4031	6.8338	25.9455	0.0047	-0.0029	-0.0275
Si	6.8235	6.8759	25.7951	-0.0063	-0.0012	-0.0341
Si	4.1138	9.6514	25.6842	0.0104	-0.0032	-0.0286
Si	9.6399	9.6056	25.9376	-0.0098	0.0119	-0.0336
Si	2.7804	-0.015	27.2119	0.0014	-0.0116	-0.0039
Si	8.1904	0.0232	27.2191	0.0078	-0.0058	-0.0003
Si	-0.0535	2.7852	27.2749	-0.012	-0.0011	-0.0043
Si	5.4905	2.7419	27.1372	-0.0054	-0.0139	-0.0077
Si	2.7923	5.4554	27.2406	-0.0001	0.0019	0.0033
Si	8.18	5.4743	27.1644	0.0025	0.0002	0.0017
Si	0.0091	8.1873	27.2543	-0.0025	-0.0024	-0.0016
Si	5.4358	8.2452	27.1666	-0.0035	0.0024	-0.0124
Si	4.1018	1.3673	28.5774	0.2563	0.1783	-0.2164
Si	9.5708	1.3673	28.5774	-0.3345	0.1341	0.348
Si	1.3673	4.1018	28.5774	0.1389	0.1133	0.2434
Si	6.8362	4.1018	28.5774	0.078	-0.1641	-0.2984
Si	4.1018	6.8362	28.5774	0.1669	0.2847	0.1237
Si	9.5708	6.8362	28.5774	-0.2639	-0.1724	-0.0235
Si	1.3673	9.5708	28.5774	0.3102	-0.0893	0.0676
Si	6.8362	9.5708	28.5774	-0.1691	0.0323	-0.0988
Si	0	0	29.9446	0.0317	0.0466	-0.0478
Si	5.469	0	29.9446	0.0766	0.0569	0.0012
Si	2.7345	2.7345	29.9446	-0.0391	0.0038	-0.0463
Si	8.2035	2.7345	29.9446	0.0173	-0.0502	0.0385
Si	0	5.469	29.9446	0.0656	0.0291	0.008
Si	5.469	5.469	29.9446	0.0491	0.0859	-0.0346
Si	2.7345	8.2035	29.9446	-0.0093	0.0162	0.0319
Si	8.2035	8.2035	29.9446	-0.0262	-0.0485	-0.0318
Si	1.3673	1.3673	31.3119	0.0494	0.0422	-0.0112
Si	6.8362	1.3673	31.3119	-0.0104	0.0209	-0.0126
Si	4.1018	4.1018	31.3119	-0.0769	-0.0614	-0.0191
Si	9.5708	4.1018	31.3119	0.0045	-0.0271	-0.0291
Si	1.3673	6.8362	31.3119	-0.0411	0.0111	-0.0247
Si	6.8362	6.8362	31.3119	-0.0028	-0.0202	0.0077
Si	4.1018	9.5708	31.3119	-0.0079	0.0016	-0.0329
Si	9.5708	9.5708	31.3119	0.0044	-0.0054	-0.0156
Si	2.7345	0	0.6835	-0.0275	-0.042	0.0352
Si	8.2035	0	0.6835	-0.0278	0.0606	0.0236
Si	0	2.7345	0.6835	-0.024	-0.0223	0.0118
Si	5.469	2.7345	0.6835	0.066	-0.0121	0.0014
Si	2.7345	5.469	0.6835	-0.0461	0.077	0.0211
Si	8.2035	5.469	0.6835	0.0507	-0.0018	0.0427
Si	0	8.2035	0.6835	0.0733	-0.0261	-0.0022
Si	5.469	8.2035	0.6835	-0.0382	0.0323	0.0108
Si	4.1018	1.3673	2.0507	-0.0794	0.102	0.0906
Si	9.5708	1.3673	2.0507	0.0888	0.0495	-0.0078
Si	1.3673	4.1018	2.0507	0.0522	-0.1163	0.0135
Si	6.8362	4.1018	2.0507	-0.1783	-0.1741	0.0217
Si	4.1018	6.8362	2.0507	-0.0065	-0.0545	-0.015
Si	9.5708	6.8362	2.0507	0.0117	0.0277	0.0274
Si	1.3673	9.5708	2.0507	-0.102	-0.0216	0.0439
Si	6.8362	9.5708	2.0507	-0.0146	-0.0594	-0.027
Si	0	0	3.418	-0.1475	-0.1933	-0.062
Si	5.469	0	3.418	0.1086	-0.558	0.5745
Si	2.7345	2.7345	3.418	-0.1241	0.0783	-0.0982
Si	8.2035	2.7345	3.418	-0.0704	-0.262	-0.2861
Si	0	5.469	3.418	-0.0313	0.2183	0.3826
Si	5.469	5.469	3.418	-0.2479	0.1203	-0.3778
Si	2.7345	8.2035	3.418	0.0988	0.0209	0.2133
Si	8.2035	8.2035	3.418	-0.022	0.2885	0.1781
Si	1.3796	1.3288	4.747	0.0869	-0.0524	0.0283
Si	6.9472	1.2634	4.7959	0.0028	0.0224	0.0196
Si	4.0678	4.1531	4.7612	0.0217	0.0237	-0.0204
Si	9.4644	4.1439	4.7627	0.0375	0.0067	0.0019
Si	1.3329	6.9077	4.8314	-0.0689	-0.0268	-0.0246
Si	6.7859	6.8481	4.753	0.0021	0.022	-0.0026
Si	4.091	9.5033	4.8863	-0.0341	0.106	-0.001
Si	9.5522	9.5836	4.8392	-0.0143	-0.049	-0.0146
Si	2.613	-0.1286	6.2154	0.0793	0.0387	0.0173
Si	8.1778	-0.1127	6.3847	-0.0188	-0.0094	0.0057
Si	-0.217	2.6042	5.9598	-0.0006	0.0237	-0.0252
Si	5.5322	2.7006	5.9403	-0.0406	0.0148	0.0144
Si	2.6063	5.4549	6.2027	-0.0168	-0.0352	0.0289
Si	8.093	5.5251	6.1467	-0.0256	-0.0135	0.0269
Si	-0.0398	8.2403	6.2489	0.2071	0.1844	-0.2706
Si	5.424	7.9876	6.31	0.0139	-0.0147	0.0397
Si	3.8749	1.6537	7.1823	-0.0387	0.0167	-0.0378
Si	9.8186	1.1781	7.6084	0.1589	-0.0692	-0.0025
Si	1.3652	3.6957	7.198	-0.0125	-0.0419	-0.0257
Si	6.5762	4.1811	7.4223	0.278	-0.1812	-0.0502
Si	4.1819	6.332	7.7351	-0.2712	0.457	-0.0029
Si	9.3441	7.0037	7.475	-0.171	-0.1841	-0.2369
Si	1.0133	9.7628	7.7689	-0.2985	-0.6389	1.4558
Si	7.0247	9.1003	7.6704	-0.0429	0.0037	0.0288
O	1.423	4.0446	24.1166	-0.0037	0.0082	0.0871
O	5.5143	11.0277	22.7125	-0.0002	-0.0108	0.042
O	2.6979	2.7751	7.0064	0.0647	-0.0116	0.0419
O	8.1638	7.9777	8.1292	0.059	0.0278	-0.0252
O	5.1298	4.8016	8.3698	0.0037	-0.1163	0.1756
O	0.177	0.2696	8.0474	0.1253	-0.1565	-0.2593
O	3.9247	6.9733	24.0709	0.012	-0.0018	0.0337
O	9.682	1.2984	24.1726	-0.0219	0.0203	0.0626
O	2.4172	9.396	8.6725	-0.2713	0.1554	-0.4912
O	0.9503	3.4668	8.7862	0.0338	0.0372	0.0493
O	9.3877	1.9976	8.9831	-0.0844	0.0746	0.0292
O	6.3145	9.5963	9.0705	0.0584	-0.0128	-0.0498
O	4.3654	2.0481	8.7566	0.0147	0.0986	-0.0543
O	3.6131	7.0549	9.1047	0.1858	-0.268	-0.1674
O	7.2964	3.5257	8.7476	-0.1081	0.0963	-0.0578
O	10.0502	5.963	8.5487	0.0296	0.1034	0.1863
O	3.1345	2.0077	23.5354	-0.0016	0.0105	0.0209
O	4.5532	1.9194	21.1611	0.0021	0.0021	-0.0023
O	8.1169	2.8568	22.9598	-0.0017	0.0071	0.0229
O	10.8891	6.0259	23.178	-0.0234	0.0104	-0.0052
O	6.9985	9.4937	24.0556	-0.0245	0.007	0.0484
O	1.9968	8.4911	23.1231	-0.002	0.0102	0.0017
O	5.7325	5.8154	22.768	0.008	-0.0015	0.0284
O	0.5833	10.6939	23.2506	0.0204	-0.025	-0.0138
Si	2.9473	8.3928	9.8456	-0.0899	0.3361	-0.3778
Si	-1.1317	3.4831	19.245	0.0239	-0.0407	0.0118
Si	3.0783	10.5069	19.8585	-0.0062	0.0168	-0.0087
Si	1.8563	2.4523	19.6176	0.0066	-0.0012	0.0078
Si	6.655	2.2959	14.4431	-0.0125	-0.009	-0.0064
Si	9.8273	-1.5123	13.2991	-0.1285	0.0372	-0.1416
Si	2.2088	19.026	15.5364	-0.0165	0.0067	0.0408
Si	9.3949	3.7023	14.0851	-0.0019	-0.003	0.0168
Si	5.6985	9.6676	10.5827	-0.0956	-0.0136	-0.0153
Si	-4.0641	10.9592	16.6537	0.0151	0.0151	0.0406
Si	1.5854	3.9378	10.2059	-0.0232	-0.0488	-0.0836
Si	2.7365	12.2071	15.081	0.0016	0.0034	-0.0017
Si	11.3369	10.4897	15.5685	-0.0329	-0.0177	-0.0145
Si	0.0791	-2.5378	10.6461	0.5867	0.2777	-0.3775
Si	4.5137	3.4926	9.5034	-0.1299	-0.2586	0.2151
Si	-3.1401	12.0811	19.184	0.021	-0.0037	0.0348
Si	1.9279	-5.6772	14.9449	-0.0064	-0.0104	-0.0006
Si	4.3609	3.6759	16.0979	0.0016	-0.004	0.0395
Si	3.8326	4.9118	18.8095	-0.0364	-0.0048	0.0495
Si	5.3155	4.8024	21.5488	-0.0106	-0.0372	0.0047
Si	13.1554	7.6629	18.5434	0.0139	0.0094	0.0482
Si	8.4465	3.0321	9.8147	-0.0231	-0.0738	-0.0663
Si	-2.7575	4.0368	21.8456	-0.0118	0.0006	-0.0014
Si	10.5931	-2.9398	20.1035	0.0337	0.0072	-0.004
Si	9.0116	6.6923	14.3436	0.0224	0.0338	0.0107
Si	3.3868	2.6145	22.0518	0.0049	0.0138	-0.0221
Si	1.2778	9.656	22.2278	0.0002	0.0188	0.0335
Si	4.6812	9.7209	15.1332	0.022	0.0068	0.0143
Si	-1.5714	-1.0593	17.9525	0.0105	0.0176	0.0328
Si	5.4929	11.5304	21.1631	0.0003	0.0005	-0.0222
Si	9.506	6.5876	22.5158	0.002	-0.0048	0.0126
Si	10.1832	5.6642	10.1565	-0.0025	-0.061	-0.1022
Si	-3.965	8.6593	13.1474	0.0045	0.0349	-0.0433
Si	1.1868	3.0052	13.0122	0.0211	0.0044	0.0044
Si	-0.7729	4.979	16.5301	-0.0035	0	0.0372
Si	6.1925	1.8198	11.4739	0.0322	-0.0523	-0.0123
O	-5.434	10.1212	16.4758	-0.0123	-0.0057	-0.0313
O	4.7222	4.2875	17.5745	0.0061	-0.0108	-0.0606
O	3.1665	4.266	9.9533	0.145	-0.0049	-0.0762
O	5.3262	3.0926	10.8492	-0.0373	0.0989	-0.0737
O	1.3605	0.8345	15.8446	-0.0132	-0.0143	-0.0114
O	2.6885	14.6906	19.0484	0.0216	0.0218	-0.0101
O	-0.4098	2.8048	13.3183	0.0067	0.0031	-0.0057
O	-0.0661	8.919	9.0978	0.1204	-0.0512	0.5136
O	2.4141	10.4134	21.3485	0.0016	0	0.0053
O	0.7704	5.275	10.5981	-0.0376	0.0489	0.0021
O	10.0199	-3.0061	13.9852	-0.0912	-0.075	-0.0127
O	3.4981	2.2808	16.1136	0.0122	0.0104	-0.0106
O	1.3659	-1.6075	14.9688	-0.0183	0.0231	0.0255
O	-2.541	5.4203	22.6692	-0.0024	0.0129	0.0092
O	-1.2358	8.5472	18.8411	0.0002	0.013	-0.0346
O	1.6518	7.8192	17.035	0	-0.0012	-0.053
O	8.0893	-1.071	16.9054	0.0055	-0.0021	-0.0052
O	11.0796	9.1342	21.1752	-0.0073	-0.0071	-0.008
O	1.9748	2.5616	21.2473	0.0129	0.0073	0.0003
O	1.726	8.0146	10.8577	-0.735	0.084	-0.0028
O	4.7777	5.2721	20.0892	0.0043	0.0017	-0.0073
O	-1.2396	6.9322	20.937	-0.004	-0.0031	0.0093
O	-1.6373	6.2892	15.9477	0.0249	-0.0404	-0.0304
O	-2.7175	9.7056	13.1288	0.2529	-0.0351	0.0417
O	-0.2764	-0.739	17.0207	-0.0159	0.0058	-0.0518
O	6.4798	8.6097	11.5798	0.0355	-0.0078	0.0098
O	4.1377	9.1904	10.6154	0.1461	-0.0003	0.0968
O	1.9747	6.8275	14.5559	-0.0013	0.0103	-0.0137
O	13.1695	12.8965	13.6903	-0.0022	0.0055	-0.0209
O	5.7148	9.2846	13.9643	-0.0124	-0.0019	0.0099
O	0.9879	7.251	19.529	-0.0159	0.0075	-0.0161
O	5.7927	11.2491	11.0015	0.0036	0.0288	0.0022
O	-1.2947	3.6636	15.7064	0.0148	0.0201	-0.0199
O	9.992	7.0956	10.937	0.103	0.0207	-0.2109
O	3.4254	4.8002	15.3808	0.0136	0.0043	-0.0129
O	1.4319	2.8533	11.4045	0.012	0.0089	-0.0104
O	7.5068	7.2449	13.8592	0.0774	-0.0241	0.025
O	8.9614	7.8961	23.3068	0.0151	-0.0281	-0.0097
O	0.2758	2.6316	19.2206	-0.0156	0.0154	-0.0102
O	-3.9447	11.8867	20.6005	0.007	0.0064	-0.0164
O	3.7438	10.9848	14.6823	0.011	-0.011	-0.0066
O	5.7447	3.3647	15.2884	0.0014	0.0018	-0.0018
O	-1.5111	3.9617	20.7722	-0.0102	-0.0037	0.0065
O	-4.2373	4.0165	21.1549	0.0136	0.0113	-0.0053
O	4.7085	-0.4047	20.1157	0.0084	-0.0042	0.0038
O	3.2302	6.3926	18.4754	0.0075	0.0013	-0.0324
O	4.0078	4.103	22.2525	0.0052	0.004	-0.0152
O	6.7123	0.9306	17.9912	-0.0051	-0.0057	-0.0339
O	2.8066	9.1362	18.9971	0.0043	-0.0062	-0.0197
O	-0.3346	9.4624	11.8542	-0.0108	-0.0602	0.0961
O	5.8953	1.8189	13.0787	0.0074	0.0089	0.0034
O	-1.0049	4.705	18.1355	0.0088	0.0382	-0.0647
O	-1.9175	10.9984	19.0923	0.0017	-0.008	-0.0442
O	11.7756	5.071	16.1686	-0.0394	-0.0029	0
O	7.0836	1.0099	15.3638	0.0058	0.0066	-0.0125
O	-7.1468	8.434	15.5436	0.0104	0.0032	-0.0063
O	-2.9845	3.0432	13.8474	0.0157	0.0107	-0.0062
O	13.395	11.8977	19.1678	0.0151	-0.018	-0.0052
O	8.5026	2.5743	18.8803	0.0009	-0.0052	-0.0144
O	1.5293	4.497	13.5697	0.0035	-0.0071	-0.0025
O	9.2009	4.3583	10.4442	0.0237	0.0786	0.0081
O	7.728	2.1852	11.0164	0.0198	0.0277	-0.0047
O	10.2706	-0.3078	14.3349	0.0826	-0.0253	-0.0025
O	9.3546	5.2744	13.5641	-0.0046	0.0401	0.018

Results
free energy: -133959.013 eV
free energy less fixed offsets of O -568.88, Si -635.61 eV per atom: 2.947 eV

The program warned: the cutoff lies below the one the program advises for these potential files; the forces do not sum to zero within the program's tolerance; the exchange-correlation potential is rough where the density is thin.
